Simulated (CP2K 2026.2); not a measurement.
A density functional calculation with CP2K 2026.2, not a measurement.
Periodic cell of 512 atoms, Si360O152, from a study of silicon, its oxide and their interface. The atomic structure is a simulated model.
Doubt: the forces sum to 3.36 eV/angstrom along one axis rather than to zero, so they err by at least 0.0066 eV/angstrom per atom on average; the grid cutoff is modest.

Settings
functional: PBE
method: Gaussian and plane waves
basis set: DZVP-MOLOPT-SR-GTH
pseudopotentials: GTH-PBE
grid cutoff: 350 Ry, relative cutoff 50 Ry
k points: Gamma only
occupations: fixed
spin: none
net charge: 0

Cell vectors (angstrom)
a 16.32 0 0
b 0 16.32 0
c 5.6116 -4.7874 34.9712

Atoms and the computed forces on them: element, x, y, z (angstrom), force x, y, z (eV/angstrom)
Si 5.314 9.663 31.685 0.026 -0.03 -0.062
Si 4.639 3.525 1.425 0.104 -0.172 0.618
Si 8.6 11.586 33.743 0.123 0.047 0.032
Si 1.131 7.495 1.6 0.013 0.067 0.032
Si 15.545 9.065 1.41 0.155 -0.151 0.527
Si 0.988 12.677 1.272 0.205 -0.196 0.741
Si 8.065 7.088 28.451 0.089 0.055 -0.018
Si 17.661 -0.542 32.651 0.055 0.09 -0.037
Si 14.566 9.584 34.384 0.477 -0.09 0.396
Si 10.072 8.974 1.631 -0.016 0.065 0.108
Si 6.738 12.686 0.459 -0.104 0.159 0.099
Si 9.41 6.237 32.638 0.087 -0.005 0.112
Si 15.815 -2.034 34.282 -0.028 0.054 0.144
Si 17.833 6.938 34.347 -0.194 0.334 0.631
Si 7.211 6.205 1.462 0.287 -0.074 0.617
Si 11.865 7.299 1.521 0.02 -0.037 0.018
Si 11.773 12.622 1.505 -0.014 0.009 -0.127
Si 12.392 1.434 1.318 0.305 -0.333 0.385
Si 16.238 0.092 2.871 0.031 -0.047 0.025
Si 2.759 2.734 2.656 0.035 -0.009 -0.02
Si 16.497 5.617 2.818 0.058 0.076 0.062
Si 2.897 8.472 2.945 -0.012 0.03 -0.045
Si 16.356 10.934 2.633 0.033 -0.078 -0.035
Si 2.718 13.649 2.559 0.03 0.021 -0.064
Si 5.473 -0.042 2.648 0.042 0.018 -0.041
Si 8.104 2.786 2.796 0.048 0.023 -0.049
Si 5.475 5.31 2.769 -0.034 -0.003 -0.054
Si 8.162 8.037 2.654 -0.052 -0.079 -0.092
Si 4.653 10.233 2.672 -0.052 0.007 0.048
Si 8.371 13.561 2.84 0.285 0.391 0.344
Si 10.996 -0.037 2.598 -0.035 0.04 0.024
Si 13.651 2.849 2.713 0.032 0 -0.012
Si 12.211 4.154 4.024 0.011 0.027 -0.003
Si 13.717 8.176 2.699 0.016 -0.004 -0.024
Si 10.909 10.847 2.809 -0.007 -0.03 -0.001
Si 14.934 12.194 4.049 -0.014 0.001 0.018
Si 14.859 1.419 4.185 -0.021 -0.006 -0.037
Si 1.51 4.161 4.102 -0.055 -0.06 -0.03
Si 14.944 6.775 4.139 0.02 0.025 -0.032
Si 1.333 9.663 4.197 0.043 -0.011 0.017
Si 13.523 13.587 2.777 -0.025 0.015 0.033
Si 1.405 15.004 4.044 0.017 0.016 -0.046
Si 4.036 1.27 4.04 0.019 0.023 -0.049
Si 6.777 4.048 4.254 -0.001 0 -0.014
Si 4.093 6.766 4.065 -0.023 0.009 0.025
Si 6.653 9.436 3.876 0.001 0.076 -0.068
Si 3.949 12.154 3.943 0.069 0.007 -0.061
Si 6.889 14.977 4.032 -0.002 -0.068 -0.029
Si 9.546 1.318 3.955 0.017 -0.031 0.002
Si 10.806 5.533 2.699 -0.054 -0.059 -0.06
Si 9.478 6.796 4.173 -0.002 -0.007 -0.042
Si 12.386 9.565 4.105 -0.009 0.007 -0.038
Si 9.527 12.112 4.228 0.004 -0.004 -0.056
Si 12.245 15 4.138 0.012 -0.02 -0.034
Si 13.562 0.023 5.532 -0.016 0.036 0.014
Si 16.36 2.778 5.404 -0.022 0.008 -0.017
Si 13.563 5.441 5.466 -0.017 -0.012 0.012
Si 16.298 8.195 5.457 -0.022 -0.016 -0.03
Si 13.651 10.897 5.52 0.024 0.01 0.052
Si 16.321 13.611 5.365 0.006 0.005 -0.022
Si 2.722 -0.022 5.469 0 0.01 0.039
Si 5.384 2.637 5.465 -0.003 -0.005 0.006
Si 2.785 5.465 5.514 0.003 0.039 0.035
Si 5.465 8.108 5.418 -0.012 -0.032 0.037
Si 2.682 10.979 5.54 0.004 -0.017 0.01
Si 5.442 13.529 5.272 -0.031 -0.004 -0.003
Si 8.2 0.019 5.415 -0.007 -0.037 0.017
Si 10.882 2.706 5.353 -0.017 0 0.012
Si 8.152 5.434 5.543 0 -0.014 0.024
Si 10.917 8.193 5.414 -0.016 -0.005 -0.029
Si 8.021 10.773 5.38 -0.051 -0.005 -0.005
Si 10.891 13.581 5.471 0.002 0.065 -0.021
Si 14.978 14.956 6.787 0.021 -0.004 0.001
Si 1.358 1.378 6.788 -0.02 0.002 -0.013
Si 14.97 4.092 6.793 -0.005 -0.009 -0.018
Si 1.365 6.831 6.802 0.011 -0.007 0.009
Si 14.98 9.526 6.865 -0.011 -0.001 0.009
Si 1.32 12.318 6.85 -0.035 0.012 -0.009
Si 4.115 14.896 6.732 0.015 -0.012 -0.015
Si 6.807 1.327 6.797 0.013 0.011 0.01
Si 4.098 4.054 6.842 -0.012 -0.001 0.013
Si 6.794 6.807 6.856 0.007 -0.012 0.008
Si 4.086 9.519 6.766 0.031 -0.027 -0.045
Si 6.749 12.208 6.739 0.012 0.011 0.002
Si 9.517 14.952 6.795 -0.015 0.025 -0.001
Si 12.192 1.391 6.822 -0.011 0.002 -0.001
Si 9.542 4.038 6.797 -0.003 -0.031 -0.001
Si 12.224 6.819 6.814 0.022 -0.007 0.015
Si 9.484 9.504 6.756 -0.019 -0.018 -0.021
Si 12.262 12.257 6.835 0.007 -0.016 0.014
Si 16.325 0.009 8.149 0.004 0.001 0.015
Si 2.709 2.716 8.177 0.011 0.012 0.009
Si 16.319 5.46 8.157 0 0.008 -0.007
Si 2.731 8.176 8.157 -0.012 0.002 0.012
Si 16.327 10.906 8.198 0.004 -0.021 0.003
Si 2.734 13.632 8.17 -0.011 0.019 -0.005
Si 5.451 -0.053 8.13 -0.009 -0.013 -0.005
Si 8.157 2.701 8.157 -0.005 0.001 0.014
Si 5.447 5.426 8.192 -0.004 -0.02 0.006
Si 8.175 8.16 8.177 0.014 -0.016 0.005
Si 5.428 10.87 8.149 -0.005 0.009 0.004
Si 8.132 13.573 8.112 0.004 0.011 0.001
Si 10.856 0.002 8.172 0.001 0.002 0.004
Si 13.602 2.729 8.155 0.019 -0.013 0.003
Si 10.881 5.425 8.158 0 0.013 0.002
Si 13.59 8.164 8.182 -0.005 0.026 0.004
Si 10.846 10.881 8.129 -0.002 0.018 -0.01
Si 13.622 13.613 8.178 -0.007 0.004 0.011
Si 14.941 1.373 14.916 -0.003 -0.005 -0.018
Si 17.679 4.104 14.946 -0.002 0.009 -0.012
Si 14.947 6.809 14.943 0.003 -0.005 -0.002
Si 17.692 9.539 14.946 0.014 -0.027 -0.001
Si 14.959 12.215 14.949 -0.002 0.017 -0.01
Si 17.716 -1.371 14.946 0.012 0.003 -0.018
Si 4.097 1.359 14.955 0.003 -0.003 -0.007
Si 6.812 4.086 14.976 -0.005 -0.015 -0.007
Si 4.088 6.807 14.958 -0.012 0.002 -0.005
Si 6.812 9.506 14.974 -0.001 0.004 -0.011
Si 4.097 12.258 14.97 -0.006 0.005 -0.013
Si 6.797 -1.375 14.99 0.006 0.01 0.002
Si 9.505 1.35 14.967 -0.01 -0.004 -0.002
Si 12.198 4.075 14.948 -0.005 0.024 -0.003
Si 9.506 6.791 14.984 0.01 -0.015 -0.006
Si 12.224 9.497 14.965 0 -0.005 0.004
Si 9.507 12.223 14.97 -0.013 -0.003 -0.001
Si 12.217 -1.363 14.951 0.007 0.022 -0.016
Si 13.571 0.033 16.275 -0.034 0.019 -0.012
Si 16.271 2.758 16.261 0.016 0.008 -0.002
Si 13.553 5.455 16.276 -0.011 -0.011 -0.015
Si 16.32 8.176 16.284 -0.009 0.008 -0.013
Si 13.601 10.844 16.31 0.003 0.006 -0.008
Si 16.365 13.56 16.276 0.02 -0.029 0.004
Si 2.769 -0.024 16.313 -0.012 -0.008 0.001
Si 5.451 2.721 16.322 0.009 0.004 -0.004
Si 2.718 5.463 16.313 -0.006 -0.015 0.009
Si 5.477 8.127 16.335 0.022 -0.029 0.005
Si 2.728 10.908 16.313 -0.023 0.038 -0.004
Si 5.456 13.584 16.377 -0.004 -0.021 -0.007
Si 8.147 0 16.342 -0.004 0.002 -0.004
Si 10.857 2.709 16.332 0.031 0.004 -0.004
Si 8.136 5.46 16.373 -0.033 0.046 0.001
Si 10.858 8.148 16.35 -0.002 -0.017 -0.006
Si 8.165 10.856 16.347 0.006 0.01 -0.004
Si 10.86 13.594 16.318 0.016 -0.017 -0.001
Si 14.956 -1.38 17.509 -0.002 -0.009 -0.009
Si 17.702 1.416 17.527 0.004 0.007 -0.023
Si 14.844 4.063 17.632 -0.024 -0.005 -0.021
Si 17.608 6.779 17.65 0.019 -0.006 0.008
Si 15.03 9.554 17.683 -0.012 0.002 -0.026
Si 17.709 12.245 17.733 -0.012 -0.002 -0.023
Si 4.091 -1.39 17.758 0.013 0.039 -0.006
Si 6.747 1.321 17.71 -0.025 -0.006 -0.019
Si 4.157 4.164 17.655 -0.007 0.031 -0.014
Si 6.8 6.811 17.813 0.028 -0.024 -0.019
Si 4.112 9.529 17.603 0.014 0.013 0.009
Si 6.852 12.23 17.727 0.015 0.013 -0.011
Si 9.544 -1.326 17.692 0 0.004 -0.008
Si 12.242 1.381 17.708 0.007 -0.007 -0.045
Si 9.492 4.068 17.685 0.013 -0.018 0.026
Si 12.278 6.833 17.689 0.008 -0.005 0.015
Si 9.443 9.44 17.733 -0.003 -0.017 -0.024
Si 12.17 12.147 17.633 -0.006 -0.003 -0.03
Si 16.324 0.024 18.769 0.038 0.009 0.071
Si 19.052 2.805 18.857 -0.02 -0.04 -0.012
Si 16.15 5.425 18.971 -0.012 0.035 0.011
Si 19.029 8.179 18.88 0.019 -0.017 0.043
Si 16.367 10.89 19.124 0.002 -0.015 -0.008
Si 19.056 13.577 19.147 -0.015 -0.018 0.017
Si 5.432 -0.037 19.156 0.055 0.038 0.021
Si 8.085 2.709 19.028 -0.015 0.027 0.033
Si 5.449 5.455 19.196 -0.013 -0.023 0.002
Si 8.127 8.153 19.263 -0.017 0.021 0.002
Si 5.49 10.807 19.025 0.04 -0.004 0.024
Si 8.235 13.624 19.065 -0.057 -0.032 0.017
Si 10.909 0.025 19.074 -0.006 0.002 0.001
Si 13.535 2.765 19.124 -0.015 0.008 0.002
Si 10.892 5.446 18.986 0.012 -0.006 0.002
Si 13.702 8.199 19.038 0.001 -0.045 0.049
Si 10.821 10.766 19.043 0.036 0.033 0.048
Si 13.609 13.538 18.812 0.017 0.006 -0.002
Si 15.008 1.302 20.228 0.025 -0.019 0.04
Si 18.411 5.899 21.419 -0.056 0.008 0.01
Si 14.945 6.804 20.503 0.016 0.005 0.009
Si 17.787 9.466 20.389 -0.007 0.018 0.055
Si 14.916 12.307 20.331 -0.013 -0.025 0.031
Si 17.588 -1.252 20.264 0.011 0.05 -0.019
Si 3.959 1.439 20.298 0.033 -0.017 0.005
Si 6.841 4.039 20.552 -0.015 0.028 0.028
Si 3.954 6.894 20.37 -0.029 0.024 -0.011
Si 6.7 9.52 20.655 -0.003 -0.008 0.073
Si 4.165 12.13 20.418 -0.002 0.063 0.056
Si 6.875 -1.401 20.523 -0.048 0.046 0.035
Si 9.51 1.441 20.384 0.018 -0.024 0.032
Si 12.166 4.177 20.51 0.006 -0.038 0.048
Si 9.606 6.735 20.467 -0.004 0.008 0.055
Si 12.299 9.491 20.395 -0.012 0.037 -0.013
Si 9.529 12.178 20.43 0.003 0.032 0.005
Si 12.31 -1.486 20.236 -0.043 -0.046 0.064
Si 14.065 -0.479 21.41 0.03 -0.003 0
Si 16.788 2.253 21.411 0.124 -0.231 -0.514
Si 13.153 5.913 21.815 -0.03 0.01 0.054
Si 16.806 7.735 21.666 0.176 -0.262 -0.564
Si 13.19 11.333 21.601 -0.138 0.056 -0.612
Si 15.798 -2.158 21.474 0.017 -0.004 0.003
Si 18.487 0.531 21.508 -0.044 -0.039 0.029
Si 5.195 2.784 21.743 0.183 -0.009 -0.66
Si 17.599 4.083 20.177 0.081 -0.009 0.006
Si 4.815 8.545 21.882 0.015 -0.027 0.033
Si 19.518 10.4 21.726 0.007 -0.024 -0.019
Si 5.942 13.06 21.671 0.196 -0.152 -0.621
Si 8.471 -0.138 21.773 -0.236 0.079 -0.787
Si 10.309 3.258 21.692 -0.039 0.269 -0.552
Si 8.627 5.045 21.801 -0.023 -0.006 -0.007
Si 11.45 7.67 21.638 0.166 -0.256 -0.592
Si 7.718 11.395 21.777 -0.243 0.037 -0.648
Si 11.473 13.001 21.501 0.062 -0.112 -0.56
Si 14.809 2.731 28.284 0.041 -0.023 -0.025
Si 15.608 4.579 26.025 -0.024 0.08 -0.107
Si 17.379 2.806 24.28 0.033 -0.096 -0.239
Si 16.683 9.169 24.553 0.05 -0.016 -0.226
Si 12.701 -3.516 26.477 0.018 0.004 -0.049
Si 13.835 10.514 24.645 -0.038 0.094 -0.179
Si 18.532 0.036 23.799 -0.046 0.266 -0.71
Si 6.687 1.169 23.938 -0.125 -0.049 -0.058
Si 19.456 4.834 23.137 -0.429 0.22 -0.519
Si 7.682 3.502 25.828 0.046 0.06 -0.012
Si 12.916 -1.993 28.964 -0.04 -0.05 -0.065
Si 7.799 11.279 24.957 0.021 0.04 -0.181
Si 9.708 -2.785 26.133 0.061 0.028 -0.04
Si 14.657 -1.578 25.396 -0.024 -0.016 -0.126
Si 11.811 2.665 24.284 -0.016 -0.005 -0.08
Si 16.178 4.19 30.455 -0.09 0.064 -0.1
Si 11.744 8.144 24.649 -0.074 -0.054 -0.194
Si 10.633 -1.523 23.544 0.097 -0.098 -0.087
Si 5.976 -0.509 33.955 -0.121 0.002 0.079
Si 7.897 5.958 23.904 0.228 -0.217 -0.546
Si 10.382 7.968 30.391 -0.093 -0.002 0.068
Si 13.974 0.105 0.137 -0.039 -0.148 0.76
Si 7.798 1.676 34.769 -0.333 0.33 0.37
Si 8.915 8.354 25.625 -0.019 -0.02 -0.123
Si 18.016 -0.506 29.781 0.014 -0.073 0.124
Si 9.542 10.991 30.855 0.037 0.028 0.091
Si 5.788 -2.088 30.073 -0.104 0.088 0.017
Si 19.382 -2.509 31.434 -0.076 0.071 0.02
Si 4.96 7.157 23.889 -0.042 0.544 -0.615
Si 6.041 -3.417 34.426 0.052 0.225 0.644
Si 9.859 -1.817 33.387 0.057 -0.044 0.068
Si 20.407 5.615 33.625 -0.02 -0.15 0.184
Si 13.034 6.594 29.848 0.043 -0.122 0.048
Si 9.005 4.541 1.493 -0.142 0.218 0.645
Si 11.812 -3.26 31.55 -0.139 -0.075 0.045
Si 15.553 3.81 1.617 0.06 -0.137 0.471
Si 5.04 10.317 0.353 -0.244 0.036 0.707
Si 20.708 0.246 28.462 -0.034 -0.033 0.044
Si 17.344 7.104 26.871 0.046 -0.027 -0.028
Si 4.787 -0.686 25.485 -0.057 -0.059 -0.017
Si 10.345 2.201 26.956 0.025 -0.072 0.032
Si 13.831 4.98 32.196 0.041 0.057 -0.037
Si 5.097 12.726 24.685 0.013 0.043 -0.195
Si 6.355 1.838 1.544 -0.111 0.153 0.614
Si 6.653 7.296 33.206 -0.007 0.087 0.194
Si 0.787 1.918 1.664 -0.003 0 0.051
Si 13.219 5.473 24.204 0.151 0.103 -0.764
Si 6.73 1.608 32.038 -0.045 -0.093 0.144
Si 4.367 14.739 1.202 -0.066 0.022 0.71
Si 13.255 0.219 23.456 0.19 -0.279 -0.554
Si 10.099 -0.718 28.307 -0.037 0.01 -0.032
Si 11.013 3.697 31.93 0.092 0.099 0
Si 15.9 7.196 29.531 -0.025 0.013 0.02
Si 15.04 14.869 1.557 -0.34 0.429 0.159
Si 18.872 10.851 32.422 -0.048 -0.012 0.007
Si 15.346 -0.322 28.076 -0.103 0.074 -0.013
Si 18.77 11.31 23.761 0.227 -0.191 -0.642
Si 20.546 7.301 26.776 -0.071 -0.066 -0.147
Si 16.585 8.894 32.138 0.011 -0.071 0.094
Si 16.713 -2.528 23.558 -0.177 0.072 -0.636
Si 18.947 3.588 31.864 0.089 -0.079 0.07
Si 13.388 -3.975 33.968 -0.103 0.224 0.079
Si 6.061 4.912 27.9 0.011 0.07 0.059
Si 10.755 2.433 34.48 0.068 -0.089 0.061
Si 8.362 -0.573 30.968 0.096 0.006 -0.098
Si 10.126 14.364 1.444 0.028 -0.032 0.023
Si 4.919 2.894 29.958 -0.017 -0.05 -0.046
Si 5.593 8.917 28.924 0.001 0.008 -0.063
Si 17.609 2.149 34.144 -0.104 0.229 0.631
Si 15.871 4.508 34.346 -0.081 -0.228 0.579
Si 12.064 3.629 29.123 0.059 0.126 0.003
Si 6.724 11.437 29.74 0.008 -0.106 0.097
Si 14.953 1.357 9.514 -0.018 -0.005 0.001
Si 17.671 4.088 9.525 -0.007 -0.014 -0.002
Si 14.957 6.805 9.529 -0.002 0 0.004
Si 17.697 9.534 9.528 0.007 0.023 0.009
Si 14.957 12.249 9.55 0.006 -0.006 0.001
Si 17.694 14.989 9.525 0.02 0.006 0
Si 4.091 1.335 9.496 -0.007 -0.008 -0.018
Si 6.81 4.065 9.532 0.02 0.029 0.005
Si 4.078 6.8 9.525 -0.011 -0.006 -0.003
Si 6.806 9.527 9.517 0.008 0.009 0.006
Si 4.075 12.236 9.513 -0.025 -0.017 0.007
Si 6.801 14.93 9.508 -0.011 -0.008 0.001
Si 9.5 1.348 9.532 -0.004 -0.018 0.002
Si 12.249 4.084 9.522 0.011 0 -0.002
Si 9.519 6.783 9.525 -0.022 -0.013 0.006
Si 12.211 9.529 9.51 0.003 -0.024 -0.007
Si 9.501 12.238 9.5 0.002 0.016 0.002
Si 12.24 14.969 9.522 0.008 0.017 0.002
Si 13.597 0.002 10.887 0.007 0.004 0.003
Si 16.31 2.722 10.879 0 0 -0.003
Si 13.597 5.444 10.885 -0.002 -0.001 0.001
Si 16.324 8.169 10.874 0.005 -0.004 -0.007
Si 13.578 10.882 10.88 -0.006 0.026 -0.001
Si 16.334 13.613 10.883 -0.001 -0.004 -0.004
Si 2.733 0.012 10.889 -0.014 0.005 0
Si 5.44 2.698 10.874 0.006 -0.01 -0.009
Si 2.719 5.442 10.886 -0.015 0.011 0.006
Si 5.448 8.161 10.878 0.003 -0.002 0.001
Si 2.729 10.886 10.889 0.001 -0.013 0.002
Si 5.442 13.584 10.876 0.007 0.005 -0.004
Si 8.147 -0.02 10.88 0.002 0.008 0.002
Si 10.874 2.718 10.869 -0.011 0.002 -0.009
Si 8.155 5.435 10.887 0.004 -0.025 0.013
Si 10.872 8.156 10.877 0.014 -0.004 -0.002
Si 8.159 10.882 10.883 -0.005 0.006 0.009
Si 10.869 13.596 10.867 -0.002 0.001 -0.006
Si 14.965 -1.359 12.244 0.003 -0.001 -0.004
Si 17.68 1.366 12.24 0.014 0.005 -0.006
Si 14.955 4.087 12.239 -0.008 -0.012 0.004
Si 17.687 6.817 12.239 -0.013 -0.003 0
Si 14.945 9.516 12.227 0.004 -0.005 0.003
Si 17.687 12.244 12.241 0.008 0.008 0.003
Si 4.098 -1.358 12.232 -0.011 -0.006 -0.005
Si 6.803 1.351 12.246 -0.006 -0.014 0
Si 4.08 4.068 12.236 0.002 -0.005 -0.006
Si 6.797 6.797 12.249 0.01 -0.002 0.001
Si 4.095 9.527 12.24 -0.008 0.015 -0.002
Si 6.796 12.23 12.249 -0.009 0.006 0.009
Si 9.503 -1.377 12.239 0.006 0.011 -0.001
Si 12.222 1.357 12.235 0.003 0.008 0.004
Si 9.514 4.073 12.234 0.005 0.012 -0.003
Si 12.223 6.794 12.238 0.008 0.004 0.004
Si 9.519 9.517 12.241 -0.002 -0.007 0.001
Si 12.229 12.243 12.244 -0.005 -0.006 0.001
Si 16.33 -0.004 13.602 0.001 0 0.001
Si 2.716 2.718 13.606 -0.033 -0.021 0.001
Si 16.321 5.459 13.587 0.026 0.024 -0.002
Si 2.737 8.175 13.597 0.017 0.011 -0.014
Si 16.314 10.873 13.578 -0.015 0 0
Si 2.746 13.6 13.585 0.01 0.014 0
Si 5.455 -0.009 13.609 0.009 0.012 0.004
Si 8.162 2.722 13.605 0.021 0.014 -0.014
Si 5.437 5.427 13.605 -0.007 -0.007 0
Si 8.165 8.156 13.607 0.005 0.012 0.006
Si 5.447 10.872 13.62 -0.006 -0.008 0.004
Si 8.148 13.586 13.614 -0.016 -0.011 -0.001
Si 10.857 -0.009 13.592 -0.015 -0.013 -0.001
Si 13.574 2.733 13.581 0.004 0.007 0.003
Si 10.85 5.439 13.597 -0.012 -0.032 -0.015
Si 13.581 8.154 13.587 -0.022 -0.028 -0.002
Si 10.877 10.876 13.607 0.022 0.021 0.004
Si 13.6 13.601 13.603 0.013 0.014 0
O 15.363 9.572 32.968 -0.239 0.442 -0.183
O 11.164 -2.128 32.496 0.251 0.236 -0.247
O 20.785 -3.857 34.318 0.051 0.245 -0.479
O 6.387 11.168 0.048 0.425 -0.261 -0.229
O 13.497 8.351 34.389 0.104 -0.196 -0.594
O 11.782 -0.415 23.74 -0.091 0.048 0.282
O 5.922 2.713 31.214 0.252 0.286 0.128
O 9.399 3.976 0.004 -0.022 0.362 -0.467
O 15.42 4.276 0.016 -0.519 0.056 -0.37
O 16.445 2.715 22.956 -0.647 0.29 0.377
O 18.958 6.991 26.775 0.029 -0.344 -0.045
O 18.013 10.101 24.541 0.293 -0.293 0.267
O 16.532 8.291 23.192 -0.09 0 0.195
O 17.5 -1.192 24.041 -0.05 0.09 0.332
O 13.58 11.153 23.184 0.092 0.218 0.224
O 5.588 1.66 22.864 -0.222 -0.387 0.098
O 4.323 3.93 22.499 0.094 0.153 0.076
O 8.925 2.872 26.616 0.023 0.167 0.081
O 5.471 -2.983 23.225 -0.06 0.182 0.163
O 7.926 0.553 23.131 0.32 0.295 0.418
O 9.651 -1.133 22.314 0.034 -0.182 -0.251
O 13.045 1.816 23.662 0.534 0.327 -0.146
O 10.595 2.73 23.221 -0.221 -0.168 0.29
O 6.318 6.289 23.708 -0.005 -0.334 -0.24
O 14.161 -0.974 28.953 -0.001 0.01 0.154
O 9.336 -1.853 27.414 -0.537 -0.173 0.115
O 6.19 10.393 28.626 0.112 0.17 -0.65
O 5.002 -2.292 25.659 -0.02 -0.2 0.433
O 9.819 -1.737 24.905 -0.319 0.491 0.1
O 11.286 -2.938 23.101 0.106 -0.301 0.582
O 14.795 4.057 31.284 -0.218 -0.597 -0.302
O 20.766 4.56 34.805 0.101 -0.086 -0.276
O 18 1.348 24.612 -0.161 0.005 0.509
O 11.238 1.98 25.624 0.27 -0.313 0.133
O 17.683 10.012 31.735 -0.1 0.229 -0.395
O 14.339 7.147 29.056 -0.07 0.315 -0.525
O 14.386 -0.254 24.519 0.402 0.374 0.217
O 4.815 7.852 25.353 0.289 0.405 0.163
O 7.084 7.41 34.765 0.573 -0.29 -0.111
O 19.947 -0.429 24.401 0.229 -0.232 -0.207
O 17.636 0.197 31.205 -0.113 0.586 -0.072
O 17.278 7.811 33.11 0.204 -0.18 -0.351
O 16.258 3.018 33.744 -0.368 -0.17 -0.32
O 11.2 3.206 30.419 -0.41 -0.293 -0.142
O 9.592 6.134 34.247 -0.511 0.103 0.196
O 19.443 6.773 34.223 0.214 0.553 0.082
O 12.779 -4.145 32.489 0.137 -0.417 -0.379
O 12.398 6.687 24.914 0.03 0.041 0.503
O 10.532 8.507 25.653 0.182 0.131 0.429
O 9.17 -3.224 33.782 -0.18 -0.061 0.005
O 18.531 11.048 33.993 -0.41 0.078 0.221
O 8.607 12.41 25.787 -0.103 0.056 0.366
O 10.646 2.437 32.868 -0.292 -0.391 -0.157
O 14.63 5.215 33.576 -0.07 0.314 0.296
O 18.979 -1.512 32.667 0.492 0.091 0.327
O 9.434 -0.687 29.777 0.368 0.098 0.287
O 7.355 12.607 1.949 -0.062 -0.453 0.249
O 6.121 10.98 31.183 -0.045 0.192 0.277
O 18.829 2.65 33.183 0.555 -0.051 -0.101
O 5.031 1.656 28.92 0.445 -0.004 -0.203
O 19.705 4.921 32.357 0.241 0.231 -0.254
O 5.423 13.66 0.523 0.108 -0.03 -0.273
O 16.647 5.664 26.618 0.26 -0.204 0.034
O 15.393 10.112 24.756 -0.038 0.359 0.411
O 7.481 5.584 28.332 0.41 -0.482 0.054
O 8.452 7.661 26.998 -0.101 0.042 0.034
O 14.817 -3.245 33.958 0.12 -0.245 -0.312
O 10.101 9.557 30.373 0.102 0.025 -0.188
O 12.348 4.154 24.55 -0.168 -0.052 0.089
O 6.86 7.945 29.065 0.087 -0.159 0.415
O 13.418 11.516 25.84 -0.004 -0.2 0.093
O 11.095 -3.587 26.367 0.009 -0.576 -0.164
O 16.062 8.206 30.781 -0.077 0.108 -0.197
O 10.077 0.766 27.657 -0.217 0.052 -0.128
O 20.006 11.921 24.626 0.107 0.093 0.205
O 10.148 -1.02 34.762 0.201 0.369 -0.252
O 6.148 -3.451 29.294 -0.128 0.052 -0.709
O 9.843 4.815 31.993 -0.388 -0.205 -0.251
O 5.06 5.988 27.227 -0.184 -0.318 -0.29
O 7.48 2.307 33.296 0.029 0.719 -0.025
O 14.688 5.296 24.891 0.355 0.08 -0.316
O 12.42 4.276 32.49 0.1 0.056 0.202
O 9.216 10.731 34.961 -0.275 0.14 -0.031
O 13.401 2.728 29.071 0.074 -0.334 0.502
O 18.572 3.881 24.093 0.154 -0.013 0.396
O 8.171 9.792 25.491 -0.209 -0.192 -0.058
O 3.791 6.528 0.085 0.073 -0.144 0.377
O 6.269 8.751 32.614 0.116 0.311 0.3
O 6.227 11.654 25.137 -0.07 -0.263 0.268
O 8.341 11.45 29.865 0.347 0.427 -0.269
O 15.513 -2.723 24.635 -0.212 -0.43 0.125
O 16.448 3.324 25.464 -0.189 -0.431 0.446
O 11.635 -1.17 28.44 -0.005 0.206 -0.351
O 7.785 0.936 31.015 0.117 0.425 -0.685
O 20.965 -2.387 31.172 0.4 -0.264 0.368
O 21.169 8.867 30.356 -0.38 -0.477 -0.057
O 11.407 2.265 0.279 0.295 0.038 -0.241
O 7.867 6.627 32.381 -0.231 -0.262 -0.475
O 8.994 10.851 32.369 0.104 -0.284 0.166
O 16.863 7.653 28.318 0.269 0.655 0.181
O 9.33 7.171 29.446 -0.128 -0.112 -0.039
O 16.055 3.131 29.242 0.588 -0.238 0.089
O 8.154 11.292 23.367 0.457 -0.052 0.188
O 14.675 3.891 27.156 -0.496 0.201 0.031
O 13.141 -3.302 28.022 0.394 -0.55 0.194
O 5.257 -0.967 29.059 0.21 -0.133 -0.172
O 16.391 -1.523 32.863 -0.169 -0.221 -0.448
O 7.157 -1.61 30.752 -0.056 -0.217 0.089
O 6.988 -4.622 33.877 -0.415 -0.51 -0.336
O 12.346 -3.208 34.932 -0.266 0.177 -0.293
O 12.113 1.693 34.96 0.131 -0.309 -0.413
O 15.071 1.236 27.739 0.011 -0.076 -0.658
O 11.116 8.195 23.157 -0.47 0.51 0.054
O 10.293 7.391 31.91 0.385 0.144 0.294
O 13.609 10.874 34.557 -0.195 -0.021 0.12
O 10.703 -4.199 30.828 0.18 -0.138 -0.379
O 5.744 0.439 32.654 -0.417 0.132 -0.441
O 16.155 13.803 0.953 -0.288 0.138 -0.374
O 13.515 6.347 31.387 0.195 0.358 0.246
O 8.953 -0.886 32.434 -0.207 0.421 0.376
O 6.122 0.027 24.918 0.392 -0.252 0.287
O 5.412 6.301 33.061 -0.102 -0.292 -0.319
O 17.464 3.878 31.34 -0.275 -0.142 0.21
O 8.553 7.372 24.378 0.314 0.288 -0.445
O 19.762 2.965 30.613 -0.233 -0.332 -0.303
O 17.694 12.508 23.523 0.084 -0.048 -0.33
O 6.264 -2.052 33.551 0.096 -0.044 -0.413
O 13.195 -2.188 25.696 -0.321 0.381 -0.119
O 19.196 0.262 29.013 -0.229 0.647 -0.118
O 4.529 8.493 27.813 -0.14 0.59 -0.098
O 8.117 4.883 25.1 0.26 0.136 0.524
O 11.14 3.276 27.861 -0.126 0.33 -0.109
O 16.816 8.139 25.766 -0.329 -0.139 0.028
O 5.311 4.242 29.164 -0.279 0.373 0.373
O 7.187 2.465 24.719 0.115 0.276 -0.363
O 6.438 3.772 26.821 -0.382 -0.295 0.116
O 15.469 -1.153 26.706 0.545 -0.241 -0.081
O 17.55 0.553 33.833 0.098 -0.318 0.495
O 20.284 10.07 32.445 -0.007 -0.061 0.518
O 11.871 7.706 29.82 0.096 0.47 -0.35
O 17.206 5.44 34.178 0.328 -0.329 0.159
O 12.467 5.205 29.209 -0.024 -0.007 -0.419
O 5.241 8.743 0.047 0.233 -0.079 0.149
O 7.284 0.114 34.729 0.113 -0.562 0.093
O 4.39 0.038 26.867 -0.12 0.467 -0.183
O 20.094 6.045 23.997 -0.343 0.243 0.564
O 16.345 5.706 29.945 0.485 -0.118 0.114
O 12.936 9.197 24.808 0.037 -0.221 0.032
O 18.535 -2.007 30.136 -0.339 -0.35 -0.403
O 16.727 -0.512 28.854 -0.021 -0.18 -0.173
O 12.71 -2.514 30.46 0.382 0.112 0.329
O 18.994 -4.044 31.692 0.051 -0.053 -0.292

Results
total energy: -105163.665 eV
total energy less fixed offsets of O -438.35, Si -107.03 eV per atom: -3.665 eV
